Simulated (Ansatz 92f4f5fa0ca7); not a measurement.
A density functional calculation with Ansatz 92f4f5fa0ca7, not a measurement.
Periodic cell of 223 atoms, Si132O90As1, from a study of silicon, its oxide and their interface. The atomic structure is a simulated model.
Doubt: the cutoff is far below the 930 eV that the study's wrapper takes by default for these files, so forces and energies are approximate.
This geometry differs little from another in the collection (a relaxation step or a small displacement).

Settings: functional PBE; potential files Ansatz PAW; basis plane waves; wave-function cutoff 580 eV; density cutoff ratio 5; exchange-correlation grid ratio 1; k mesh 1 x 1 x 1, Gamma-centred; self-consistency stop 5e-08 eV per atom in the density residual; occupations fixed; spin none; net charge +1 e, with a uniform compensating background and no finite-size correction.

Cell vectors (angstrom)
a  10.938  0  0
b  0  10.938  0
c  0  0  32.1988

Atoms: element, x, y, z (angstrom)
Si  10.5929  0.2144  24.8471
Si  5.7344  10.6846  24.7311
Si  2.4954  2.9113  24.6336
Si  8.4114  2.4248  24.7801
As  0.233  5.1949  24.8856
Si  5.1627  5.7431  24.6733
Si  2.9823  8.0381  24.5497
Si  7.936  8.4548  24.7126
Si  1.334  1.3767  26.014
Si  6.842  1.3053  26.1153
Si  4.0512  4.1066  25.9741
Si  9.5289  3.9661  26.1799
Si  1.4697  6.9311  26.0562
Si  6.7674  6.8627  25.9997
Si  4.1153  9.5371  26.0021
Si  9.4495  9.586  26.1369
Si  2.7304  -0.0056  27.3381
Si  8.1518  -0.018  27.5598
Si  0.0419  2.6829  27.5171
Si  5.441  2.7456  27.3599
Si  2.7382  5.4466  27.4387
Si  8.1653  5.5031  27.3689
Si  -0.0414  8.2101  27.3924
Si  5.4472  8.1964  27.4444
Si  4.0834  1.3639  28.7397
Si  9.5697  1.3431  28.8628
Si  1.3663  4.1098  28.8347
Si  6.8247  4.0965  28.7448
Si  4.1012  6.824  28.8085
Si  9.5548  6.8234  28.7694
Si  1.3752  9.5733  28.7407
Si  6.7816  9.5439  28.8634
Si  0.0213  -0.0289  30.1758
Si  5.4254  0.0113  30.1663
Si  2.7462  2.7214  30.1593
Si  8.1919  2.7506  30.1524
Si  -0.0231  5.469  30.1602
Si  5.4812  5.4558  30.1584
Si  2.7224  8.2097  30.1358
Si  8.1994  8.1829  30.1734
Si  1.3799  1.3557  31.5398
Si  6.8237  1.3767  31.5049
Si  4.1165  4.087  31.5266
Si  9.56  4.1002  31.5335
Si  1.3552  6.8479  31.4957
Si  6.8442  6.8153  31.5482
Si  4.0767  9.5706  31.5314
Si  9.579  9.5494  31.5336
Si  2.738  -0.0067  0.7271
Si  8.1968  0.0075  0.6647
Si  -0.0029  2.7298  0.6983
Si  5.4843  2.7271  0.7051
Si  2.7348  5.4906  0.6546
Si  8.2127  5.4519  0.7268
Si  0.0118  8.1849  0.7011
Si  5.4661  8.2083  0.6953
Si  4.1321  1.3601  2.0779
Si  9.5583  1.3501  2.0558
Si  1.3791  4.1323  2.0258
Si  6.8488  4.0779  2.0882
Si  4.1005  6.8295  2.056
Si  9.5868  6.8312  2.0756
Si  1.3774  9.5406  2.075
Si  6.8327  9.5994  2.049
Si  -0.0141  -0.0367  3.3968
Si  5.4971  0.0082  3.4852
Si  2.7749  2.7915  3.3659
Si  8.1943  2.6878  3.4664
Si  0.0307  5.4719  3.4444
Si  5.4749  5.4649  3.4168
Si  2.7699  8.2017  3.4616
Si  8.206  8.2306  3.3845
Si  1.3897  1.3938  4.6307
Si  6.8474  1.3462  4.9224
Si  4.153  4.0848  4.8136
Si  9.581  4.0795  4.7695
Si  1.4158  6.8278  4.8316
Si  6.8231  6.89  4.7332
Si  4.1362  9.5752  4.8541
Si  9.5531  9.5508  4.8008
Si  2.7454  0.116  6.0578
Si  8.2072  -0.0625  6.2769
Si  0.0291  2.6682  6.0492
Si  5.4749  2.7256  6.2987
Si  2.8157  5.4754  6.1904
Si  8.1755  5.481  6.0402
Si  0.012  8.1863  6.1593
Si  5.5271  8.2212  6.2393
Si  3.8348  1.5727  7.6087
Si  9.8413  1.137  7.4621
Si  1.6266  3.799  7.3177
Si  6.6561  4.4148  7.4813
Si  4.4078  6.6304  7.5535
Si  9.3658  6.9485  7.4099
Si  1.1453  9.9179  7.2933
Si  7.1561  9.2298  7.6749
O  8.3082  8.0888  7.9055
O  2.7156  2.737  7.9542
O  9.5358  1.3443  24.2348
O  4.0539  6.8551  24.1054
O  0.0327  0.0216  7.958
O  5.5316  5.5086  8.0288
O  6.844  9.5815  24.1716
O  1.3873  4.0723  24.1046
O  3.864  7.3808  8.9384
O  0.799  4.3757  8.598
O  9.8109  6.1772  8.8024
O  2.1329  9.3789  8.4829
O  7.5207  3.9264  8.7954
O  4.2677  0.9211  9.069
O  6.7276  9.5591  9.224
O  9.211  1.8557  8.8013
O  7.7154  3.1514  23.5001
O  10.3388  5.7477  23.4497
O  5.0673  0.4504  23.4113
O  5.8694  5.0805  23.3522
O  3.0973  2.2234  23.2514
O  2.3437  8.7479  23.1989
O  8.6308  7.796  23.374
O  0.2454  10.295  23.6003
Si  4.3843  1.5731  22.4448
Si  3.4866  7.9327  14.0212
Si  7.1158  0.9576  14.661
Si  0.9606  9.3422  22.5074
Si  1.1818  4.3106  11.8814
Si  6.2635  8.9636  15.3072
Si  0.6755  1.3709  12.2883
Si  8.6334  4.9568  20.4841
Si  0.326  5.7172  9.3635
Si  5.0985  3.1239  17.9339
Si  0.8849  3.7461  16.7354
Si  10.4038  2.8492  19.2161
Si  5.2808  1.185  10.3499
Si  0.8716  0.1756  19.8274
Si  6.6434  9.4617  10.866
Si  9.3294  9.6743  18.3074
Si  9.3894  9.2474  12.5619
Si  6.5759  3.8444  22.5584
Si  2.4421  8.067  9.3771
Si  10.5881  7.3693  17.0649
Si  2.5072  6.2931  16.5679
Si  10.1743  4.493  14.1847
Si  6.1332  9.18  18.5017
Si  7.9689  2.5723  9.5816
Si  8.8781  2.1457  12.4514
Si  5.3311  6.2441  18.0571
Si  3.9194  0.5529  19.4495
Si  4.2785  3.8425  12.0467
Si  5.5404  6.6035  12.133
Si  8.0081  2.5048  17.2117
Si  4.3578  2.4802  14.96
Si  1.5374  1.2136  15.2492
Si  1.5668  9.4178  12.0383
Si  8.0489  6.8532  13.8587
Si  10.3792  9.8383  15.4751
Si  9.7895  7.0079  22.5422
Si  8.103  5.4888  17.3892
O  6.0442  7.9615  11.2848
O  6.0118  9.2033  16.8874
O  7.677  1.3652  13.1916
O  0.8937  1.7489  13.8585
O  9.4216  6.2616  16.8699
O  6.7571  6.2049  13.1315
O  5.1286  4.6599  18.6073
O  9.2238  2.1642  18.2734
O  2.3594  0.0918  19.0801
O  9.4039  10.231  16.7528
O  2.789  4.4355  11.7078
O  5.0595  10.3184  19.1
O  9.4241  3.2415  13.4935
O  0.4492  1.7632  19.9591
O  3.1514  1.3629  15.0586
O  8.1656  5.3857  19.0079
O  3.8855  6.5994  17.3877
O  4.5715  3.2821  16.3823
O  9.0608  5.6694  14.3067
O  5.4573  2.7545  22.1254
O  10.6685  4.1517  15.6841
O  0.3479  3.867  18.2763
O  10.4121  10.5167  19.2073
O  9.642  10.0288  14.0182
O  10.9721  8.0466  22.1529
O  1.1891  2.1617  16.5236
O  9.7402  3.7588  20.4106
O  8.1277  4.0329  16.6737
O  -0.044  9.1052  11.8957
O  6.5826  2.4193  18.0074
O  5.5821  10.7205  11.1935
O  7.7434  9.5884  18.8361
O  10.0262  1.0274  12.0533
O  1.3141  6.9579  9.0464
O  0.6237  4.7666  13.3498
O  5.7017  7.6205  18.9772
O  5.236  5.0881  11.5116
O  2.7113  6.9899  15.1101
O  0.9075  2.749  11.4586
O  0.8575  10.6874  15.5439
O  2.3994  8.5882  10.906
O  4.6972  2.4349  11.2656
O  4.2548  3.5109  13.6753
O  2.2009  4.6833  16.4765
O  10.7036  8.2516  15.6882
O  6.9285  10.2904  14.6632
O  2.3395  8.9578  13.4183
O  8.0305  1.5203  15.9064
O  4.1226  6.9973  12.8466
O  4.1746  2.0109  18.7241
O  7.3007  4.4314  21.2507
O  8.4062  2.9295  11.1037
O  1.1745  6.8612  17.3521
O  5.6517  1.5737  14.761
O  8.1298  9.7596  11.5809
O  9.209  6.2982  21.2173
O  8.9562  7.7171  12.8463
O  1.6494  0.1233  11.8682
O  6.6359  6.1487  17.0534
O  7.3963  7.8019  15.0346
O  1.1811  10.2789  21.2121
O  10.0311  8.2005  18.3481
O  3.9449  0.8406  21.0729
O  0.3448  5.3426  10.9296
O  6.6931  1.5766  9.6287
O  4.7761  8.7071  14.6715

Results
free energy: -139958.621 eV
free energy less fixed offsets of As -4856.12, O -568.88, Si -635.61 eV per atom: -2.781 eV

Forces (eV/angstrom), in the order of the atoms: element, x, y, z
Si  0.0108  0.0045  -0.0412
Si  -0.0388  0.0456  -0.1568
Si  0.003  -0.0233  -0.1889
Si  -0.0329  -0.0055  -0.0383
As  0.1015  -0.0996  0.1142
Si  -0.0092  -0.0008  -0.0497
Si  0.0234  0.0093  -0.0296
Si  -0.0279  0.0211  -0.0349
Si  -0.0009  -0.013  0.0227
Si  -0.0013  0.0084  0.0097
Si  0.0166  0.0055  0.0335
Si  0.0062  0.0169  -0.0183
Si  -0.0026  -0.0076  -0.0238
Si  0.0084  -0.0023  0.0082
Si  -0.0128  0.0069  -0.002
Si  0.0067  -0.006  0.01
Si  -0.0026  0.0067  -0.0099
Si  0.0075  0.0079  0.0287
Si  0.018  -0.0054  0.0032
Si  -0.0037  0.0023  -0.0076
Si  0.0023  -0.013  -0.0081
Si  -0.0064  0.0132  0.0001
Si  -0.0166  0.0039  0.0052
Si  -0.0055  -0.0243  0.0182
Si  0.0054  -0.0026  0.009
Si  -0.0189  -0.0079  -0.0119
Si  -0.0032  -0.0056  -0.0123
Si  0.0016  -0.0111  0.0095
Si  0.0082  0.0185  -0.004
Si  0.0045  0.001  -0.0019
Si  0.004  0.0004  0.008
Si  0.0156  0.0023  -0.0038
Si  0.007  -0.0014  0.0028
Si  -0.0098  0.0073  0.0065
Si  0.001  -0.0016  0.0036
Si  0.0028  0.0065  0.0038
Si  -0.0052  0.0049  0.008
Si  -0.0014  -0.0046  -0.0006
Si  -0.0015  -0.0004  -0.0007
Si  -0.0031  -0.0033  0.0061
Si  0.0011  -0.0012  0.0031
Si  -0.0017  -0.0014  -0.0022
Si  0.0019  -0.0024  0.0026
Si  -0.0026  -0.0025  -0.0014
Si  -0.0005  0.0011  -0.0026
Si  0.0031  0.0062  0.0029
Si  0.0025  0.0014  0.0002
Si  -0.0017  -0.0013  0.0003
Si  -0.0023  -0.0002  0.0005
Si  0.0017  0.004  -0.0017
Si  -0.0011  -0.0021  0.0003
Si  0  -0.0006  0.0009
Si  0.0019  0.0003  -0.0022
Si  -0.0011  -0.001  -0.0004
Si  -0.0001  0.0009  0.0003
Si  -0.0012  -0.0019  -0.0009
Si  0.007  -0.0031  -0.0022
Si  0.0004  -0.002  0.0002
Si  -0.0064  0.0029  -0.0052
Si  0.0026  -0.0063  0.0006
Si  0.0038  0.0029  0.0006
Si  -0.0002  0.0006  -0.0026
Si  0.0064  -0.0032  -0.0005
Si  -0.0058  0.0024  -0.0022
Si  0.0084  0.0165  0.0128
Si  -0.0063  0.0005  -0.0109
Si  -0.01  -0.019  0.0196
Si  0.0064  0.0111  -0.0087
Si  -0.004  -0.0037  -0.004
Si  0.0023  0.005  0.0059
Si  -0.0082  -0.0008  -0.0104
Si  0.0025  -0.0061  0.0137
Si  -0.0003  0.0002  -0.0177
Si  -0.0009  -0.0014  0.0104
Si  0.0052  0.0034  -0.0062
Si  -0.0025  -0.0014  0.0034
Si  0.0016  0.0051  0.0041
Si  -0.0016  0.0023  -0.0053
Si  0.003  0.0033  0.0119
Si  -0.0043  -0.0027  -0.0072
Si  0.0043  0.0037  -0.0099
Si  -0.0023  -0.0012  -0.0054
Si  -0.001  -0.0018  -0.0073
Si  -0.0021  -0.0047  -0.0058
Si  -0.0006  0.0026  -0.0039
Si  0.002  -0.0022  -0.0096
Si  0.0003  -0.0043  -0.0039
Si  0.0011  0.0004  -0.0101
Si  0.0048  -0.0086  0.0296
Si  -0.003  0.0097  0.0239
Si  -0.0102  0.0009  0.02
Si  0.0071  0.0035  0.0245
Si  -0.0004  0.0053  0.0234
Si  0.0003  -0.0033  0.0199
Si  0.0038  -0.0011  0.0195
Si  -0.0046  0.0008  0.0378
O  0.0014  -0.0019  -0.004
O  0.0033  -0.0035  -0.0052
O  0.0097  -0.006  0.0139
O  0.0067  0.0076  0.0133
O  0.0022  -0.0007  -0.0047
O  -0.0001  -0.0023  -0.0043
O  -0.012  0.0037  0.0719
O  -0.1091  0.0967  0.0131
O  0.0096  -0.0096  -0.0173
O  0.008  -0.0089  -0.0162
O  -0.009  0.0072  -0.0157
O  -0.009  0.0111  -0.0174
O  -0.0098  0.0109  -0.02
O  -0.0101  0.0054  -0.0271
O  0.005  -0.0022  -0.0375
O  0.0113  -0.01  -0.0184
O  0.0211  -0.0027  0.0214
O  0.074  -0.1248  -0.0088
O  0.0301  -0.0295  0.0705
O  -0.0089  0.0191  0.0301
O  -0.0135  0.035  0.1517
O  0.0038  -0.0165  0.0238
O  -0.019  -0.0037  0.0122
O  -0.0139  0.0075  0.0236
Si  -0.0037  -0.0243  -0.0169
Si  0.0009  -0.0001  0.0048
Si  -0.0013  -0.0015  0.0026
Si  0.0022  0.0211  -0.0335
Si  0.0025  -0.0037  0.0085
Si  0.0014  0  -0.001
Si  -0.0004  -0.0006  0.0047
Si  -0.0043  -0.025  -0.0254
Si  0.0055  0.0003  0.0183
Si  0.0005  0.0007  -0.0044
Si  0.0026  -0.0001  -0.0063
Si  -0.0002  -0.0053  -0.0161
Si  0.003  0.0037  0.019
Si  -0.0043  0.0037  -0.019
Si  0.0024  -0.0042  0.0206
Si  -0.005  -0.001  -0.0078
Si  0.0021  -0.0017  0.0066
Si  -0.0059  -0.0136  -0.0291
Si  -0.0049  -0.0009  0.0204
Si  0.0017  -0.0005  -0.0055
Si  0  0  -0.0011
Si  -0.0018  0.0019  0.0027
Si  0.0008  -0.0002  -0.002
Si  -0.0029  -0.0058  0.0202
Si  0.0019  -0.0033  0.0109
Si  -0.0025  0.0002  -0.0029
Si  0.008  0.002  -0.0104
Si  -0.0005  0.0029  0.0073
Si  -0.0006  -0.0025  0.0059
Si  -0.0038  -0.0015  -0.0043
Si  0.0001  -0.002  0.0025
Si  0.001  -0.0012  -0.0002
Si  -0.0038  0.0034  0.0096
Si  0.0005  0.0001  0.0039
Si  0.0011  -0.0003  -0.0002
Si  -0.0256  0.0794  -0.0842
Si  -0.0017  0.0029  -0.0149
O  0.0016  0.0061  -0.0055
O  -0.0005  0  0.0019
O  0.0016  0.0017  -0.0042
O  -0.0009  0.0002  -0.0035
O  -0.0008  -0.001  0.0035
O  -0.0025  0.0001  -0.0025
O  0.0006  -0.0006  0.002
O  0.0048  0.0015  0.0059
O  -0.0057  -0.0013  0.0039
O  -0.0002  0  0.0029
O  -0.0011  0.0003  -0.0018
O  -0.002  0.0011  0.0002
O  -0.0009  -0.0018  -0.0023
O  0.0029  -0.0009  0.0056
O  0.0001  0.0004  0.0002
O  0.0013  0.0027  0.008
O  0.0006  -0.0001  0.0007
O  0.0003  -0.0003  0.0011
O  0.0003  -0.0008  -0.0004
O  -0.0012  -0.0007  0.0077
O  0.0001  -0.001  0.0002
O  -0.0026  -0.0004  0.0064
O  0.0058  0.0015  0.0061
O  -0.0005  -0.0006  -0.0028
O  0.0158  0.0099  0.0042
O  -0.0007  0.0001  0.0025
O  -0.0037  0.0083  0.0102
O  0.0008  0.0011  0.0022
O  0.0027  -0.0005  -0.0021
O  0.0004  -0.0003  0.0012
O  -0.0006  0.0024  -0.0049
O  0.0014  -0.0001  0.0011
O  -0.0009  0.0007  -0.0014
O  -0.0001  0.0005  -0.0049
O  0.002  -0.0004  -0.004
O  0.0005  -0.0002  0.0003
O  -0.0003  -0.001  -0.0018
O  0.0005  0.0003  -0.0012
O  0.0001  0.0023  -0.0024
O  -0.0002  -0.0001  0.0002
O  0.0041  -0.0056  -0.0148
O  0.0026  -0.0086  -0.0076
O  0.0001  0.0015  -0.005
O  -0.0008  -0.001  0.0012
O  -0.0001  -0.0003  0.0013
O  0.0006  0.0009  -0.0003
O  -0.0018  0.0011  -0.0038
O  0.0008  0.0006  0.0009
O  0.0017  -0.0012  -0.0028
O  -0.002  -0.003  0.0026
O  -0.0039  -0.0023  0.0154
O  -0.0036  0.0012  -0.0142
O  -0.0006  0.0001  0.0014
O  -0.0003  0.0006  -0.0006
O  -0.0068  0.0007  -0.0065
O  0.0006  0.0169  0.0174
O  0.0006  0.0019  -0.0021
O  0.0012  -0.0021  -0.0014
O  0.0024  -0.0005  0.0026
O  0.0006  -0.0012  -0.0011
O  -0.0012  -0.0163  0.0231
O  -0.0003  -0.0001  0.0053
O  0.003  0.0148  0.0357
O  -0.003  0.0053  -0.0128
O  0.0029  0.002  -0.0056
O  -0.0018  -0.0006  -0.0014

The program warned: the cutoff lies below the one the program advises for these potential files; the exchange-correlation potential is rough where the density is thin.
